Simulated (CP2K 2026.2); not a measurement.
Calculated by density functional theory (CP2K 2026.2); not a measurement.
Periodic cell of 654 atoms, Si398O256, from a study of silicon, its oxide and their interface. The atomic structure is a simulated model.
Doubt: the forces sum to 1.61 eV/angstrom along one axis rather than to zero, so they err by at least 0.0025 eV/angstrom per atom on average; the grid cutoff is modest.

Settings
functional: PBE
method: Gaussian and plane waves
basis set: DZVP-MOLOPT-SR-GTH
pseudopotentials: GTH-PBE
grid cutoff: 350 Ry, relative cutoff 50 Ry
k points: Gamma only
occupations: fixed
spin: none
net charge: 0

Cell vectors (angstrom)
a 16.4025 0 0
b 0 16.4025 0
c 0 0 42.3193

Atoms: element, x, y, z (angstrom)
Si 16.123 0.209 0.114
Si 3.176 2.335 42.296
Si 16.162 5.578 0.104
Si 2.66 8.182 0.414
Si 0.533 10.325 42.317
Si 3.138 13.435 0.147
Si 5.365 0.04 0.217
Si 8.382 2.511 42.156
Si 4.752 5.958 42.31
Si 8.12 7.939 0.01
Si 5.286 11.274 0.103
Si 7.376 14.052 42.023
Si 10.591 0.197 42.003
Si 13.812 2.338 0.145
Si 10.589 5.777 0.037
Si 14.045 7.823 0.029
Si 10.217 11.114 41.925
Si 13.576 13.436 42.121
Si 1.377 1.375 1.336
Si 4.048 4.089 1.346
Si 1.259 6.738 1.563
Si 4.145 9.629 1.477
Si 1.473 12.165 1.296
Si 4.11 15.026 1.583
Si 6.826 1.457 1.345
Si 9.516 4.045 1.242
Si 6.558 6.827 1.337
Si 9.363 9.594 1.231
Si 6.709 12.506 1.471
Si 9.343 15.008 1.016
Si 12.172 1.168 1.315
Si 14.928 4.044 1.403
Si 12.307 6.793 1.305
Si 15.132 9.451 1.345
Si 12.034 12.263 1.168
Si 14.969 14.863 1.233
Si 16.394 2.745 2.719
Si 2.651 16.397 2.773
Si 16.355 8.155 2.863
Si 2.669 5.359 2.8
Si 16.399 13.564 2.606
Si 2.764 10.936 2.841
Si 5.486 2.818 2.735
Si 8.178 0.004 2.632
Si 5.437 8.236 2.813
Si 8.075 5.418 2.604
Si 5.447 13.74 2.955
Si 8.11 11.003 2.675
Si 10.896 2.688 2.645
Si 13.583 16.236 2.653
Si 10.896 8.256 2.585
Si 13.568 5.401 2.751
Si 10.779 13.699 2.551
Si 13.575 10.91 2.533
Si 1.305 4.052 4.182
Si 4.086 1.391 4.069
Si 1.355 9.551 4.159
Si 4.046 6.82 4.107
Si 1.284 14.974 4.063
Si 4.081 12.319 4.224
Si 6.831 4.126 4.139
Si 9.543 1.35 4.044
Si 6.821 9.617 4.119
Si 9.507 6.837 3.963
Si 6.872 15.127 4.16
Si 9.518 12.339 4.022
Si 12.219 4.035 4.083
Si 14.979 1.3 3.997
Si 12.269 9.576 4.004
Si 14.937 6.779 4.136
Si 12.178 14.963 4.027
Si 14.971 12.247 3.96
Si 0.006 0.02 10.925
Si 2.727 2.752 10.926
Si 16.399 5.479 10.908
Si 2.735 8.227 10.908
Si 0.01 10.973 10.909
Si 2.739 13.709 10.911
Si 5.473 0.033 10.915
Si 8.218 2.756 10.923
Si 5.473 5.483 10.925
Si 8.219 8.227 10.911
Si 5.48 10.975 10.9
Si 8.223 13.705 10.903
Si 10.96 0.036 10.925
Si 13.679 2.748 10.914
Si 10.947 5.485 10.911
Si 13.682 8.218 10.903
Si 10.966 10.97 10.907
Si 13.692 13.707 10.929
Si 1.376 1.381 12.3
Si 4.104 4.116 12.289
Si 1.376 6.85 12.271
Si 4.107 9.611 12.261
Si 1.379 12.349 12.28
Si 4.103 15.084 12.284
Si 6.846 1.39 12.285
Si 9.594 4.12 12.288
Si 6.856 6.852 12.27
Si 9.595 9.607 12.258
Si 6.859 12.339 12.265
Si 9.585 15.075 12.278
Si 12.335 1.393 12.307
Si 15.051 4.107 12.289
Si 12.334 6.843 12.272
Si 15.061 9.589 12.261
Si 12.334 12.337 12.28
Si 15.062 15.067 12.312
Si 0.014 2.744 13.669
Si 2.759 0.048 13.686
Si 0.025 8.231 13.635
Si 2.753 5.502 13.651
Si 0.059 13.732 13.682
Si 2.75 10.985 13.637
Si 5.463 2.736 13.653
Si 8.235 0.048 13.655
Si 5.498 8.25 13.603
Si 8.215 5.479 13.643
Si 5.498 13.722 13.618
Si 8.252 10.992 13.627
Si 10.982 2.782 13.667
Si 13.711 0.039 13.69
Si 10.976 8.243 13.601
Si 13.708 5.491 13.659
Si 10.969 13.717 13.632
Si 13.741 10.991 13.626
Si 1.399 4.107 15.007
Si 4.121 1.398 15.085
Si 1.381 9.617 15.001
Si 4.135 6.903 14.979
Si 1.42 15.097 15.087
Si 4.133 12.371 14.975
Si 6.832 4.101 15.001
Si 9.615 1.414 15.025
Si 6.877 9.613 14.958
Si 9.61 6.878 14.954
Si 6.86 15.074 14.999
Si 9.619 12.362 15.01
Si 12.357 4.138 15.057
Si 15.082 1.392 15.09
Si 12.364 9.613 14.939
Si 15.086 6.862 15.02
Si 12.329 15.062 15.021
Si 15.11 12.341 15.024
Si 0.065 0.056 16.51
Si 2.749 2.802 16.449
Si 0.067 5.482 16.374
Si 2.802 8.303 16.348
Si 0.072 10.988 16.423
Si 2.841 13.733 16.422
Si 5.501 16.386 16.426
Si 8.22 2.764 16.377
Si 5.462 5.494 16.332
Si 8.235 8.23 16.303
Si 5.536 11.02 16.29
Si 8.249 13.742 16.375
Si 10.99 0.047 16.394
Si 13.715 2.764 16.469
Si 11.002 5.589 16.359
Si 13.712 8.273 16.333
Si 11.05 10.996 16.317
Si 13.721 13.7 16.365
Si 1.464 1.45 17.926
Si 4.057 4.265 17.781
Si 1.493 6.855 17.685
Si 4.17 9.731 17.687
Si 1.517 12.343 17.786
Si 4.225 15.006 17.902
Si 6.887 1.341 17.769
Si 9.561 4.259 17.649
Si 6.891 6.808 17.651
Si 9.658 9.612 17.604
Si 6.891 12.338 17.703
Si 9.609 15.114 17.761
Si 12.336 1.365 17.831
Si 15.1 4.18 17.816
Si 12.351 6.99 17.756
Si 15.045 9.614 17.747
Si 12.431 12.306 17.757
Si 15.056 15.01 17.802
Si 0.05 2.875 19.328
Si 2.841 16.364 19.274
Si 0.172 8.288 18.923
Si 2.759 5.651 19.325
Si 0.025 13.56 19.119
Si 2.974 11.138 19.231
Si 5.518 2.874 18.901
Si 8.246 16.377 19.315
Si 5.454 8.184 18.842
Si 8.311 5.624 19.145
Si 5.722 13.628 19.297
Si 8.312 10.96 18.925
Si 10.854 2.85 18.947
Si 13.754 16.374 19.258
Si 10.978 8.404 19.119
Si 13.765 5.69 19.081
Si 10.975 13.662 18.998
Si 13.744 10.93 19.274
Si 1.021 4.647 20.734
Si 4.416 1.439 20.338
Si 1.601 9.581 20.259
Si 3.961 7.403 20.545
Si 1.03 15.203 20.476
Si 4.343 12.54 20.905
Si 7.026 4.01 20.273
Si 9.312 1.831 20.423
Si 7.15 9.247 20.027
Si 9.477 7.3 20.572
Si 7.359 14.575 20.799
Si 9.635 12.288 20.332
Si 12.344 4.173 20.146
Si 15.319 1.225 20.655
Si 11.916 10.011 20.651
Si 15.334 6.987 20.428
Si 12.358 14.822 20.494
Si 15.636 11.719 20.596
Si 5.527 2.469 27.048
Si 5.98 0.174 22.586
Si 3.119 12.008 24.809
Si 4.215 12.238 28.662
Si 7.603 1.885 24.632
Si 5.372 5.57 22.571
Si 7.701 4.86 24.31
Si 5.915 10.472 22.561
Si 9.354 8.763 25.808
Si 13.49 2.557 22.388
Si 10.055 0.061 25.33
Si 14.25 9.589 25.573
Si 10.044 6.637 23.566
Si 13.652 8.238 22.682
Si 8.545 15.982 32.234
Si 3.315 1.662 23.035
Si 2.544 4.437 23.474
Si 2.479 6.705 25.588
Si 1.566 16.231 24.318
Si 7.89 1.868 28.666
Si 10.896 4.353 30.848
Si 6.571 8.068 27.093
Si 0.027 9.021 30.352
Si 12.954 16.243 26.531
Si 11.129 0.575 22.534
Si 12.428 5.27 22.914
Si 9.123 4.326 27.11
Si 15.057 15.132 24.489
Si 2.775 0.85 27.067
Si 14.354 12.505 25.423
Si 7.953 11.319 24.538
Si 2.767 4.758 30.063
Si 13.959 13.275 22.649
Si 4.653 5.551 27.646
Si 8.402 13.757 25.875
Si 5.679 10.708 30.98
Si 9.205 6.24 29.617
Si 2.425 13.852 22.747
Si 0.06 13.473 28.93
Si 9.686 15.813 29.329
Si 11.669 10.233 27.412
Si 0.89 2.445 29.167
Si 7.44 2.396 31.645
Si 1.56 11.474 27.216
Si 4.412 9.099 24.925
Si 13.645 13.741 28.118
Si 13.2 9.052 30.012
Si 3.763 9.476 33.131
Si 14.586 5.901 35.704
Si 10.335 9.332 31.375
Si 9.866 12.793 28.344
Si 2.259 0.558 31.218
Si 14.159 1.966 28.415
Si 9.124 7.462 33.766
Si 5.755 12.777 25.95
Si 12.71 13.75 30.997
Si 12.357 0.409 30.455
Si 7.738 8.759 29.83
Si 4.345 2.672 31.729
Si 0.227 13.798 37.996
Si 2.315 13.929 35.635
Si 11.576 2.232 32.902
Si 4.116 9.156 36.043
Si 6.595 14.73 34.201
Si 7.319 2.95 39.21
Si 10.503 0.092 34.425
Si 12.125 6.428 29.542
Si 0.36 8.573 27.18
Si 9.899 12.346 31.367
Si 0.591 11.845 31.369
Si 1.215 14.361 32.749
Si 7.863 4.549 33.982
Si 10.902 8.959 35.287
Si 15.727 11.105 34.168
Si 2.193 11.034 35.112
Si 8.691 2.855 36.571
Si 4.81 4.486 34.258
Si 8.191 9.962 34.755
Si 7.311 12.299 32.824
Si 11.859 4.012 28.048
Si 2.881 14.991 29.021
Si 7.73 7.445 39.238
Si 12.211 15.194 39.886
Si 1.945 7.145 32.214
Si 13.059 15.316 35.501
Si 4.406 16.121 35.991
Si 0.044 3.552 35.702
Si 2.996 2.591 35.92
Si 15.818 12.28 40.378
Si 2.745 6.508 35.156
Si 10.668 6.881 39.653
Si 11.677 3.023 37.141
Si 13.847 8.979 35.173
Si 11.359 13.402 37.368
Si 15.941 2.219 38.552
Si 2.799 4.788 37.757
Si 1.419 3.833 40.217
Si 6.827 9.932 37.575
Si 5.444 5.265 39.255
Si 1.179 14.698 40.597
Si 7.445 11.529 40.27
Si 13.122 3.189 39.64
Si 7.022 0.544 37.56
Si 13.69 3.279 34.815
Si 8.85 14.97 36.482
Si 14.528 16.01 37.96
Si 12.685 5.577 38.054
Si 14.632 13.669 33.487
Si 12.324 10.272 37.42
Si 12.15 9.347 40.352
O 0.531 16.111 41.07
O 14.984 1.301 41.856
O 1.773 4.893 39.019
O 2.734 3.233 40.978
O 0.706 2.487 39.639
O 0.473 4.679 41.242
O 3.616 7.122 41.842
O 6.584 6.357 38.884
O 16.353 10.824 40.85
O 1.652 9.161 41.808
O 4.168 12.321 41.742
O 2.655 14.414 41.206
O 4.262 1.12 41.777
O 12.02 2.483 38.651
O 9.776 13.7 36.976
O 9.476 1.381 41.669
O 7.832 3.198 40.737
O 5.18 5.356 40.849
O 9.321 6.819 42.296
O 7.596 8.07 40.747
O 6.298 10.777 41.194
O 8.987 11.119 40.745
O 6.327 15.338 41.663
O 7.023 1.353 38.979
O 11.074 16.237 40.439
O 13.502 15.961 39.232
O 12.321 14.065 36.237
O 12.873 2.899 41.208
O 10.958 5.672 40.731
O 9.176 6.72 39.036
O 13.414 8.588 41.031
O 15.148 6.715 41.711
O 11.612 10.613 41.204
O 12.679 9.918 38.944
O 12.655 14.503 41.283
O 16.36 16.081 24.493
O 1.473 4.186 22.27
O 5.768 0.762 21.063
O 3.575 2.243 21.531
O 2.453 12.327 23.348
O 1.951 12.331 25.889
O 5.049 6.976 21.763
O 2.729 8.494 21.039
O 1.132 14.302 21.876
O 0.035 0.035 20.903
O 4.933 11.738 22.233
O 7.392 10.972 23.051
O 6.212 4.589 21.58
O 8.133 2.923 20.853
O 12.863 13.575 21.485
O 11.415 0.367 26.222
O 6.069 9.83 21.103
O 8.203 8.316 20.903
O 7.846 3.299 23.847
O 10.244 7.223 22.054
O 8.556 13.387 21.116
O 6.557 15.061 22.213
O 11.493 15.88 21.408
O 10.707 11.154 21.085
O 11.7 4.942 21.478
O 13.231 2.928 20.81
O 14.925 1.777 22.221
O 16.288 5.816 21.115
O 13.249 6.664 22.876
O 12.52 9.23 22.004
O 14.874 8.093 21.59
O 13.392 3.969 23.257
O 10.082 7.793 24.713
O 13.725 15.798 25.16
O 15.044 12.21 22.06
O 0.434 10.598 21.014
O 3.039 2.952 24.032
O 7.151 0.79 23.523
O 7.052 8.998 28.355
O 1.931 0.79 23.046
O 3.64 13.889 21.626
O 1.94 5.523 24.56
O 10.151 14.412 28.602
O 8.924 10.14 25.051
O 8.978 1.301 25.334
O 8.493 2.924 27.599
O 3.884 5.051 22.838
O 5.308 4.072 27.345
O 8.643 5.838 23.433
O 6.204 5.504 24.014
O 5.292 9.357 23.575
O 2.85 11.486 28.202
O 8.739 12.763 24.598
O 8.675 12.868 27.227
O 13.368 12.697 24.091
O 12.389 1.51 22.979
O 8.266 4.881 25.842
O 11.121 3.506 29.446
O 11.207 5.541 23.963
O 10.409 9.213 27.001
O 16.111 12.779 30.356
O 14.074 8.822 24.142
O 15.026 11.024 25.329
O 12.582 9.896 28.739
O 2.091 0.596 25.629
O 6.303 1.725 28.282
O 6.641 9.396 30.845
O 8.3 1.177 32.259
O 6.402 2.193 25.695
O 4.56 0.597 23.353
O 7.994 7.936 26.256
O 3.313 7.887 24.787
O 6.775 14.069 25.853
O 8.638 0.404 28.524
O 8.022 2.57 30.129
O 9.461 5.127 30.773
O 7.918 7.14 30.019
O 5.887 6.655 27.614
O 11.96 9.127 31.107
O 0.302 12.249 27.88
O 9.283 15.111 25.834
O 14.648 14.731 22.962
O 9.972 1.528 21.905
O 10.613 7.094 29.463
O 14.011 0.885 27.198
O 10.56 16.174 23.817
O 0.897 10.44 30.532
O 12.765 9.984 26.182
O 13.649 12.636 26.899
O 1.721 1.685 27.98
O 3.17 15.754 27.604
O 3.551 10.47 25.109
O 2.398 14.84 24.06
O 4.089 1.765 26.857
O 4.447 12.966 24.991
O 5.842 2.064 31.499
O 4.279 3.389 35.324
O 9.768 15.649 33.254
O 11.007 11.751 27.685
O 3.749 5.579 29.021
O 3.568 5.937 26.506
O 9.244 9.363 30.114
O 5.247 12.53 27.453
O 9.799 8.166 32.427
O 6.304 13.189 33.762
O 13.326 7.487 29.583
O 8.93 5.509 28.198
O 11.189 13.337 31.393
O 12.769 14.997 27.567
O 0.271 8.416 28.821
O 11.049 0.288 29.493
O 8.939 15.451 30.745
O 15.239 8.684 26.538
O 15.44 13.737 25.292
O 1.435 4.001 29.396
O 3.304 1.457 32.118
O 7.154 15.392 32.826
O 1.145 1.548 30.523
O 1.224 7.357 26.448
O 5.418 8.803 26.185
O 3.71 3.475 30.467
O 1.714 12.951 31.977
O 3.161 16.152 30.122
O 10.725 3.99 26.852
O 10.835 3.477 32.185
O 6.359 4.864 34.505
O 4.686 9.25 34.49
O 12.127 5.45 30.869
O 13.008 2.725 33.472
O 6.567 11.986 31.423
O 0.571 11.111 35.225
O 10.255 10.863 31.948
O 9.399 12.218 29.799
O 1.32 14.492 29.028
O 13.046 13.1 29.509
O 12.337 5.563 28.184
O 14.774 9.38 30.475
O 13.231 3.184 27.841
O 10.251 7.49 34.977
O 7.73 14.575 35.373
O 6.616 11.458 25.491
O 15.156 14.294 28.42
O 13.635 13.289 32.253
O 2.458 10.306 33.669
O 12.941 15.346 30.812
O 2.307 5.805 31.28
O 15.698 2.432 28.736
O 1.163 9.951 26.848
O 4.93 11.168 29.63
O 1.84 14.602 34.237
O 3.847 13.706 29.289
O 2.924 12.487 35.213
O 5.298 15.603 34.7
O 3.393 1.005 35.779
O 3.421 14.872 36.385
O 8.751 12.963 32.377
O 4.184 5.506 38.246
O 1.695 6.793 33.867
O 3.315 7.732 36.081
O 7.401 13.16 40.595
O 1.5 15.783 32.028
O 10.543 1.682 34.046
O 13.511 1.327 29.771
O 11.872 1.062 31.843
O 11.828 6.876 38.494
O 12.889 2.658 36.106
O 14.466 7.462 35.269
O 15.264 2.806 34.837
O 7.882 8.409 34.3
O 12.346 8.993 34.51
O 16.172 11.271 32.629
O 4.501 3.842 32.825
O 14.223 14.85 34.503
O 16.016 14.191 32.85
O 2.25 5.496 36.376
O 1.529 2.983 35.22
O 7.725 3.651 32.635
O 9.834 10.109 34.804
O 4.579 10.399 32.111
O 16.152 12.418 38.767
O 3.25 8.152 32.313
O 1.037 13.632 36.609
O 8.012 15.646 37.721
O 8.34 3.513 38.043
O 8.587 3.817 35.262
O 10.257 2.408 36.69
O 11.629 4.661 37.195
O 7.585 10.926 33.629
O 11.152 9.259 36.876
O 7.028 11.126 38.709
O 13.676 9.897 36.547
O 9.828 16.121 35.857
O 0.666 7.934 31.463
O 12.056 16.082 34.51
O 14.568 2.639 39.244
O 13.609 4.925 34.817
O 16.076 5.182 35.616
O 16.278 3.132 37.259
O 14.757 12.37 34.478
O 13.165 4.789 39.39
O 2.9 10.214 36.328
O 13.661 16.334 36.62
O 15.216 14.559 37.721
O 1.219 14.656 38.97
O 4.02 5.878 34.387
O 15.763 0.655 38.133
O 2.933 3.162 37.462
O 8.635 5.931 33.589
O 0.221 13.488 41.14
O 14.284 12.487 40.92
O 7.563 10.384 36.196
O 5.285 9.469 37.161
O 7.662 1.569 36.417
O 7.6 8.63 38.148
O 5.926 3.741 38.97
O 14.92 9.715 34.231
O 11.739 11.811 37.36
O 11.628 14.087 38.831
O 10.839 8.363 40.314
O 14.045 5.928 37.249
O 5.499 0.096 37.158
Si 16.342 16.375 5.419
Si 2.724 2.71 5.489
Si 16.345 5.454 5.495
Si 2.717 8.182 5.502
Si 16.34 10.947 5.43
Si 2.677 13.697 5.495
Si 5.453 0.06 5.475
Si 8.199 2.721 5.447
Si 5.444 5.489 5.479
Si 8.202 8.206 5.421
Si 5.465 10.941 5.523
Si 8.21 13.692 5.467
Si 10.906 16.391 5.425
Si 13.64 2.683 5.412
Si 10.869 5.475 5.394
Si 13.599 8.213 5.438
Si 10.913 10.961 5.386
Si 13.619 13.631 5.373
Si 1.326 1.336 6.807
Si 4.086 4.105 6.839
Si 1.33 6.823 6.844
Si 4.09 9.563 6.853
Si 1.31 12.307 6.822
Si 4.081 15.07 6.823
Si 6.83 1.398 6.844
Si 9.551 4.107 6.802
Si 6.836 6.854 6.818
Si 9.572 9.586 6.783
Si 6.844 12.33 6.84
Si 9.572 15.049 6.831
Si 12.281 1.345 6.797
Si 14.984 4.062 6.814
Si 12.245 6.829 6.788
Si 14.991 9.571 6.802
Si 12.282 12.297 6.788
Si 14.975 15.009 6.776
Si 16.382 2.723 8.176
Si 2.714 0.017 8.193
Si 16.375 8.22 8.179
Si 2.717 5.471 8.2
Si 16.363 13.689 8.176
Si 2.712 10.956 8.182
Si 5.467 2.761 8.206
Si 8.207 0.022 8.191
Si 5.476 8.21 8.202
Si 8.201 5.48 8.181
Si 5.463 13.705 8.182
Si 8.221 10.952 8.179
Si 10.935 2.743 8.163
Si 13.655 16.398 8.169
Si 10.925 8.22 8.169
Si 13.634 5.468 8.158
Si 10.953 13.684 8.178
Si 13.652 10.951 8.174
Si 1.349 4.095 9.547
Si 4.09 1.39 9.554
Si 1.354 9.585 9.544
Si 4.1 6.842 9.556
Si 1.347 15.049 9.544
Si 4.093 12.333 9.538
Si 6.843 4.121 9.562
Si 9.581 1.389 9.552
Si 6.848 9.591 9.548
Si 9.573 6.851 9.544
Si 6.835 15.064 9.551
Si 9.587 12.325 9.544
Si 12.296 4.103 9.544
Si 15.026 1.36 9.546
Si 12.302 9.578 9.54
Si 15.018 6.833 9.53
Si 12.309 15.051 9.559
Si 15.02 12.32 9.549

Results
total energy: -154802.990 eV
total energy less fixed offsets of O -438.35, Si -107.03 eV per atom: 12.550 eV

Forces (eV/angstrom) on atoms 293 to 577 of the 654, counted in the order above; the others are left out for length: element, x, y, z
Si 0.031 -0.108 0.277
Si 0.058 -0.042 0.309
Si 0.052 -0.011 0.178
Si -0.15 -0.116 -0.187
Si 0.02 -0.027 -0.351
Si 0.018 -0.096 0.171
Si 0.051 0.073 -0.086
Si -0.038 0.016 0.146
Si -0.001 -0.086 0.396
Si 0.141 0.152 0.233
Si 0.061 -0.118 0.118
Si -0.055 -0.002 0.231
Si 0.028 -0.09 -0.192
Si -0.043 -0.093 0.275
Si 0.127 -0.164 -0.19
Si -0.062 0.193 0.028
Si -0.137 -0.007 0.377
Si 0.041 0.001 -0.167
Si -0.006 -0.039 -0.073
Si 0.218 -0.064 0.241
Si -0.071 0.129 0.13
Si 0.012 -0.201 0.051
Si -0.001 0.057 -0.058
Si 0.155 0.208 -0.091
Si -0.186 0.14 0.15
Si -0.043 0.041 -0.086
Si 0.063 0.19 0.032
Si -0.031 0.009 0.296
Si 0.1 -0.059 0.22
Si 0.122 -0.013 -0.134
Si 0.029 -0.022 -0.071
Si -0.136 0.086 0.279
Si -0.165 0.104 -0.097
Si 0.043 -0.382 0.068
O -0.123 -0.094 0.074
O -0.116 -0.109 0.628
O 0.026 -0.1 0.155
O 0.029 0.29 0.079
O -0.131 -0.221 0.155
O 0.149 0.04 0.05
O 0.208 -0.298 0.511
O -0.085 -0.102 -0.143
O -0.185 0.238 -0.208
O -0.382 0.11 0.357
O 0.076 -0.094 0.374
O -0.124 0.247 -0.163
O 0.069 -0.056 0.66
O 0.108 -0.135 -0.018
O -0.172 -0.053 -0.16
O 0.151 -0.2 0.317
O 0.224 -0.085 0.206
O 0.182 0.035 -0.041
O -0.04 0.113 0.298
O 0.056 0.133 0.161
O 0.195 -0.339 -0.185
O 0.151 -0.028 -0.041
O 0.097 -0.042 0.273
O -0.244 0.033 -0.1
O 0.181 -0.074 0.111
O -0.086 0.395 0.112
O -0.164 0.15 -0.133
O 0.151 0.094 -0.027
O -0.225 -0.168 0.12
O 0.05 0.122 0.091
O -0.132 0.21 -0.331
O -0.348 0.147 0.488
O 0.221 0.035 -0.313
O 0.073 -0.071 0.18
O -0.151 0.169 -0.063
O -0.019 -0.093 0.092
O -0.265 -0.062 -0.072
O -0.066 0.198 0.106
O 0.201 -0.175 -0.217
O 0.038 -0.192 0.159
O 0.034 -0.035 0.215
O -0.178 0.335 0.244
O -0.024 0.051 -0.118
O -0.139 -0.171 -0.052
O -0.117 0.03 -0.023
O 0.135 -0.008 0.06
O 0.123 0.016 -0.131
O 0.055 0.266 0.279
O -0.033 -0.267 -0.241
O 0.018 0.056 0.01
O 0.1 -0.027 0.029
O -0.204 0.006 0.059
O -0.03 -0.289 -0.309
O 0.097 0.072 -0.099
O 0.117 0.156 -0.316
O -0.184 0.25 -0.026
O 0.401 -0.348 0.112
O -0.052 0.039 0.204
O 0.054 0.084 -0.271
O 0.035 0.09 -0.19
O 0.202 -0.341 -0.122
O 0.188 0.073 -0.219
O 0.151 -0.157 -0.199
O -0.036 0.095 -0.035
O -0.003 0.047 0.289
O -0.028 0.329 0.037
O 0.217 -0.162 0.114
O 0.143 -0.215 -0.204
O -0.042 0.089 -0.257
O -0.146 0.099 0.03
O -0.114 0.005 -0.429
O 0.076 -0.005 0.163
O 0.292 -0.277 0.046
O 0.153 0.058 0.305
O -0.005 -0.096 -0.186
O 0.123 -0.017 -0.08
O 0.054 0.04 0.095
O 0.204 0.186 -0.037
O -0.018 0.173 -0.097
O -0.076 -0.035 -0.188
O -0.077 -0.234 0.002
O -0.048 -0.06 -0.096
O -0.068 0.261 -0.128
O -0.225 -0.155 0.092
O -0.22 0.024 -0.087
O 0.111 -0.072 -0.158
O -0.067 -0.166 0.318
O -0.183 -0.129 -0.027
O 0.047 0.014 0.276
O -0.022 0.074 -0.15
O 0.056 0.182 0.404
O 0.214 -0.1 -0.01
O -0.32 -0.17 0.185
O -0.095 0.133 0.277
O 0.206 0.163 -0.004
O -0.049 0.019 0.114
O 0.163 -0.232 0.03
O 0.125 -0.027 -0.288
O -0.177 0.195 0.249
O -0.012 0.092 0.199
O 0.216 -0.277 0.385
O 0.202 -0.046 0.361
O -0.072 0.27 0.251
O -0.001 0.211 -0.112
O -0.087 -0.096 0.321
O 0.049 0 0.272
O 0.227 -0.179 -0.256
O -0.104 0.041 -0.124
O -0.071 0.052 0.069
O 0.223 0.028 0.342
O 0.182 -0.022 0.082
O 0.068 -0.047 0.124
O 0.177 0.027 -0.144
O -0.023 0.194 0.353
O -0.059 -0.131 -0.001
O 0.268 0.066 0.101
O 0.013 0.037 -0.194
O 0.203 0.028 0.123
O -0.209 0.1 -0.195
O 0.151 -0.056 0.051
O 0.169 -0.248 -0.166
O 0.098 -0.021 -0.141
O -0.212 0.116 0.047
O 0.147 0.074 0.075
O -0.224 0.285 -0.006
O -0.07 -0.289 0.04
O 0.033 -0.002 0.206
O 0.078 0.018 0.099
O 0.038 0.201 0.2
O -0.058 0.166 -0.15
O -0.147 -0.242 -0.244
O 0.156 0.157 0.113
O -0.162 -0.278 -0.285
O 0.141 0.116 0.104
O -0.015 -0.137 0.142
O 0.157 -0.127 0.144
O 0.01 0.109 -0.009
O -0.013 0.056 0.227
O 0.29 0.116 -0.169
O 0.137 -0.264 -0.036
O 0.071 -0.027 0.062
O -0.016 0.222 0.19
O -0.016 -0.145 -0.046
O -0.139 -0.091 0.353
O -0.157 -0.056 0.319
O -0.026 0.05 -0.045
O 0.071 -0.036 0.238
O -0.171 0.031 0.135
O 0.235 0.037 0.232
O 0.057 0.191 -0.08
O 0.181 -0.052 -0.177
O 0.098 -0.091 -0.353
O -0.199 -0.114 0.062
O -0.307 -0.158 0.148
O -0.087 -0.035 0.078
O -0.012 -0.058 -0.048
O -0.023 0.032 0.183
O 0.152 0.014 0.384
O 0.122 0.099 0.12
O 0.036 0.321 -0.063
O -0.149 0.119 -0.136
O 0.2 -0.243 -0.323
O 0.034 0.265 -0.111
O -0.165 0.029 -0.124
O 0.125 -0.033 -0.248
O 0.085 -0.036 0.088
O -0.007 -0.114 -0.139
O -0.116 -0.118 0.173
O -0.096 0.156 0.008
O 0.073 -0.233 0.182
O -0.035 0.078 0.144
O -0.013 0.237 0.289
O 0.103 -0.091 0.155
O -0.044 0.182 0.087
O -0.127 0.045 -0.274
O -0.103 -0.246 -0.097
O 0.018 -0.02 -0.043
O 0.021 -0.08 -0.034
O 0.074 0.162 -0.102
O 0.11 0.051 0.049
O -0.033 0.054 0.307
O 0.081 0.055 0.083
O 0.147 0.003 0.033
O 0.235 0.011 -0.025
O 0.043 0.157 -0.301
O -0.031 0.024 0.018
O -0.025 -0.155 -0.315
O 0.095 0.09 -0.175
O 0.107 0.083 0.022
O -0.104 -0.168 0.286
O 0.008 0.232 -0.152
O -0.054 -0.025 0.092
O 0.06 0.048 -0.201
O 0.057 -0.021 -0.175
O 0.215 0.096 -0.084
O -0.029 0.168 -0.207
O -0.123 0.202 -0.245
O -0.031 0.059 0.4
O -0.036 -0.174 -0.123
O -0.064 0.069 0.158
O 0.203 -0.239 -0.03
O -0.116 -0.021 -0.21
O 0.114 0.159 -0.243
O -0.253 -0.117 -0.136
O -0.031 -0.103 -0.249
O -0.277 0.036 -0.262
O 0.139 0.065 -0.379
O 0.165 0.087 -0.303
O -0.017 0.009 -0.038
O -0.27 -0.05 -0.18
O 0.003 0.119 -0.237
O -0.061 0.108 -0.332
O -0.058 -0.095 0.067
O 0.048 0.219 -0.077
O -0.152 -0.238 0.363
O 0.114 -0.051 -0.158
O -0.147 -0.001 -0.22
O 0.27 -0.195 0.163
O 0.188 -0.027 -0.029
O 0.066 0.268 -0.188
O 0.045 -0.385 -0.314
O -0.149 0.076 0.05
O 0.089 0.053 -0.376
O -0.004 -0.163 -0.173
O -0.057 0.011 0.235
O 0.062 0.11 0.035
O 0.034 0.325 0.088
O 0.166 0.137 0.216
O -0.115 -0.055 -0.386
O 0.08 0.068 -0.142
O -0.235 0.082 -0.053
O -0.1 0.212 -0.049
O 0.009 0.193 0.088
O 0.239 0.145 -0.066
O -0.166 0.019 0.353
O -0.038 0.144 -0.148
O -0.022 -0.052 -0.265
O -0.134 -0.246 0.172
O -0.068 0.175 0.154
O 0.048 0.334 -0.224
O 0.059 0.008 0.078
O -0.27 -0.043 0.062
O -0.026 -0.113 -0.206
O 0.06 0.007 0.296
O -0.272 -0.211 0.006
O 0.027 0.175 -0.069
O -0.113 0.082 -0.113
O 0.12 -0.165 -0.248
O 0.146 0.049 0.169
O -0.333 0.095 -0.026
O 0.296 0.067 -0.414
